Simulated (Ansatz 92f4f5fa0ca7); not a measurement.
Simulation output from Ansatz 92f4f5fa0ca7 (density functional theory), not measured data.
Periodic cell of 223 atoms, Si133O90, from a study of silicon, its oxide and their interface. The atomic structure is a simulated model.
Doubt: the cutoff is far below the 930 eV that the study's wrapper takes by default for these files, so forces and energies are approximate.
This geometry differs little from another in the collection (a relaxation step or a small displacement).

Settings: functional PBE; potential files Ansatz PAW; basis plane waves; wave-function cutoff 580 eV; density cutoff ratio 5; exchange-correlation grid ratio 1; k mesh 1 x 1 x 1, Gamma-centred; self-consistency stop 5e-08 eV per atom in the density residual; occupations fixed; spin none; net charge 0.

Cell vectors (angstrom)
a  10.938  0  0
b  0  10.938  0
c  0  0  32.5454

Atoms: element, x, y, z (angstrom)
Si  0.2964  -0.234  25.0821
Si  5.2498  0.2608  24.9589
Si  3.0069  2.5412  24.9771
Si  8.0143  3.0002  24.9659
Si  -0.3096  5.6677  25.2347
Si  5.6719  5.2009  24.9165
Si  2.5357  8.4427  25.2197
Si  8.4199  7.8677  25.2858
Si  1.411  1.406  26.337
Si  6.8574  1.3832  26.29
Si  4.1292  4.091  26.341
Si  9.5046  4.0737  26.4763
Si  1.3652  6.8148  26.4373
Si  6.7717  6.7354  26.4357
Si  4.1522  9.6362  26.3977
Si  9.5868  9.5838  26.3866
Si  2.7363  0.0246  27.7684
Si  8.1928  0.0123  27.7204
Si  0.0167  2.7185  27.7491
Si  5.5013  2.7319  27.7371
Si  2.7583  5.4407  27.7457
Si  8.1572  5.4387  27.8298
Si  0.0035  8.2126  27.7905
Si  5.4672  8.2084  27.7533
Si  4.1018  1.3673  29.1272
Si  9.5708  1.3673  29.1272
Si  1.3673  4.1018  29.1272
Si  6.8362  4.1018  29.1272
Si  4.1018  6.8362  29.1272
Si  9.5708  6.8362  29.1272
Si  1.3673  9.5708  29.1272
Si  6.8362  9.5708  29.1272
Si  0  0  30.4944
Si  5.469  0  30.4944
Si  2.7345  2.7345  30.4944
Si  8.2035  2.7345  30.4944
Si  0  5.469  30.4944
Si  5.469  5.469  30.4944
Si  2.7345  8.2035  30.4944
Si  8.2035  8.2035  30.4944
Si  1.3673  1.3673  31.8617
Si  6.8362  1.3673  31.8617
Si  4.1018  4.1018  31.8617
Si  9.5708  4.1018  31.8617
Si  1.3673  6.8362  31.8617
Si  6.8362  6.8362  31.8617
Si  4.1018  9.5708  31.8617
Si  9.5708  9.5708  31.8617
Si  2.7345  0  0.6835
Si  8.2035  0  0.6835
Si  0  2.7345  0.6835
Si  5.469  2.7345  0.6835
Si  2.7345  5.469  0.6835
Si  8.2035  5.469  0.6835
Si  0  8.2035  0.6835
Si  5.469  8.2035  0.6835
Si  4.1018  1.3673  2.0507
Si  9.5708  1.3673  2.0507
Si  1.3673  4.1018  2.0507
Si  6.8362  4.1018  2.0507
Si  4.1018  6.8362  2.0507
Si  9.5708  6.8362  2.0507
Si  1.3673  9.5708  2.0507
Si  6.8362  9.5708  2.0507
Si  0  0  3.418
Si  5.469  0  3.418
Si  2.7345  2.7345  3.418
Si  8.2035  2.7345  3.418
Si  0  5.469  3.418
Si  5.469  5.469  3.418
Si  2.7345  8.2035  3.418
Si  8.2035  8.2035  3.418
Si  1.358  1.3688  4.8191
Si  6.866  1.3561  4.8029
Si  4.1065  4.0981  4.7556
Si  9.5881  4.0783  4.7915
Si  1.3636  6.8203  4.8064
Si  6.7562  6.9226  4.6844
Si  4.0815  9.5968  4.7994
Si  9.5965  9.5483  4.7804
Si  2.7567  0.0145  6.219
Si  8.2812  0.0218  6.1692
Si  -0.026  2.7071  6.2522
Si  5.4921  2.7498  6.1304
Si  2.7306  5.435  6.1558
Si  8.1309  5.5416  5.914
Si  -0.0255  8.1472  6.1999
Si  5.4538  8.2535  6.1644
Si  3.9751  1.6296  7.5129
Si  9.8392  1.0772  7.6596
Si  1.6441  3.7995  7.4931
Si  6.5972  4.459  7.2885
Si  4.3047  6.6218  7.4398
Si  9.1924  6.9945  7.3912
Si  1.1409  9.7431  7.4643
Si  7.1192  9.3794  7.42
O  9.5676  6.822  24.668
O  4.1045  1.3788  24.4563
O  8.1635  8.1909  7.9114
O  2.793  2.6973  7.9614
O  6.8697  4.1217  24.6043
O  1.3878  9.52  24.7371
O  5.4536  5.515  7.8674
O  0.0574  -0.0583  7.9724
O  7.4968  4.0555  8.6137
O  6.6699  10.1749  8.7874
O  9.4642  6.0247  8.713
O  1.686  9.024  8.8391
O  4.8052  1.1983  8.8902
O  0.9658  4.3305  8.9063
O  9.3212  1.4698  9.187
O  3.6359  7.1802  8.8373
O  7.4337  8.3556  24.0668
O  8.6115  2.5893  23.4833
O  5.0918  5.5203  23.3953
O  2.4395  3.3568  23.6391
O  10.8881  0.3722  23.5906
O  0.1592  4.724  23.9738
O  3.211  7.8988  23.8283
O  5.954  10.5367  23.5994
Si  10.6169  4.1997  20.5053
Si  5.0038  5.7798  21.7807
Si  5.7462  9.8139  18.7323
Si  11.4559  2.9167  12.5182
Si  7.9886  -4.0072  14.1824
Si  7.3664  13.5101  12.8597
Si  5.4228  0.2189  12.6762
Si  1.398  4.4265  22.9646
Si  11.0388  7.194  14.1999
Si  4.3259  3.691  19.5183
Si  9.292  2.2861  10.595
Si  0.977  9.2197  20.4653
Si  6.9114  3.8185  18.0503
Si  6.6874  5.5636  11.8777
Si  8.5866  2.4529  21.8525
Si  14.2098  2.2507  13.2978
Si  -2.4305  4.9751  9.5258
Si  5.362  10.7464  9.5644
Si  8.2257  6.544  18.3585
Si  15.3561  9.3879  14.8425
Si  -0.9617  -0.0168  22.2969
Si  -8.1383  11.7444  15.7723
Si  2.6335  10.4086  18.1845
Si  3.8071  4.8896  11.8988
Si  12.3793  4.8262  10.3716
Si  6.7657  7.7497  20.5377
Si  7.1826  9.5941  23.058
Si  1.4416  4.2186  18.1821
Si  0.0704  -4.2808  18.9575
Si  1.9944  7.1588  11.8199
Si  0.252  4.2478  15.3911
Si  3.0691  8.541  9.547
Si  2.7155  7.3387  22.3857
Si  6.3662  1.6374  19.9493
Si  6.6834  8.3258  16.4079
Si  1.6774  9.2841  15.55
Si  8.2359  3.9922  15.3757
O  7.2272  2.4017  18.7906
O  6.4051  1.3465  13.3499
O  4.8084  2.1624  19.8951
O  4.4175  4.5127  20.9377
O  2.9315  8.7262  14.6197
O  0.8144  3.7652  21.6027
O  2.8574  8.3731  11.1592
O  1.9091  2.1274  12.4532
O  7.6874  -2.6935  15.1171
O  1.527  10.8822  15.1533
O  4.21  10.1827  18.4387
O  6.4077  0.0389  19.6698
O  5.1527  5.6166  11.3768
O  9.5108  7.1181  13.6782
O  5.3273  9.7477  13.5156
O  6.9646  6.7906  12.9214
O  2.9265  6.0691  12.6156
O  9.1367  3.7643  21.0475
O  2.5134  11.8692  17.3941
O  7.0742  2.0233  21.3809
O  11.3672  8.1705  19.3643
O  1.8446  8.4446  21.599
O  9.7763  6.705  17.867
O  7.9437  1.9815  11.4492
O  12.24  3.8401  16.59
O  2.0131  5.8885  22.6048
O  10.5609  5.8293  20.3094
O  1.2955  6.4466  10.5067
O  4.0348  -7.2773  12.9607
O  11.2923  8.3858  15.2965
O  7.1112  3.5415  16.4592
O  11.8395  7.6707  12.8714
O  4.1675  10.8261  15.6066
O  11.1294  3.5817  19.0624
O  1.3423  5.8648  18.2961
O  -0.4913  1.9341  11.6997
O  9.7121  4.0693  16.0557
O  -3.258  -5.1064  10.6265
O  8.1439  7.471  19.709
O  0.2648  3.2549  14.0922
O  4.1637  9.6959  9.3385
O  5.7955  -0.0553  11.1205
O  8.5649  10.4192  22.9266
O  -7.9335  15.2963  10.575
O  9.6648  1.3067  21.4167
O  4.0366  7.0622  21.4939
O  3.9677  0.9063  12.7437
O  8.3152  2.9004  14.1529
O  1.8324  10.3372  19.6135
O  7.8377  5.5069  14.9484
O  6.8643  8.9196  21.6378
O  7.9368  -5.9773  18.5968
O  5.6849  8.36  19.4766
O  9.4184  3.8769  10.2804
O  7.0861  7.0241  17.2982
O  2.0567  9.255  17.155
O  6.8086  4.0635  12.5058
O  0.5502  5.7696  14.8617
O  0.6211  4.3097  11.6873
O  5.3769  4.2785  18.4023
O  10.6726  9.8813  21.2725
O  2.8483  3.7281  18.847
O  -5.7562  8.282  15.7685
O  13.981  2.1783  14.9283
O  6.4254  6.279  21.1669
O  6.6946  9.6518  17.3818

Results
free energy: -135735.993 eV
free energy less fixed offsets of O -568.88, Si -635.61 eV per atom: -0.663 eV

Forces (eV/angstrom), in the order of the atoms: element, x, y, z
Si  0.1279  -0.0569  0.0084
Si  -0.0741  0.106  -0.0672
Si  0.1262  -0.0639  -0.163
Si  -0.0345  0.0743  0.0396
Si  -0.1085  0.0613  -0.0672
Si  0.046  -0.067  0.0222
Si  -0.0666  0.1041  -0.0111
Si  0.0756  -0.1443  -0.1234
Si  -0.0186  -0.081  0.0538
Si  -0.0213  0.0354  -0.0211
Si  0.0664  -0.0308  0.0035
Si  -0.0538  0.0035  0.0357
Si  0.0038  0.0483  0.0311
Si  -0.0087  -0.036  0.0492
Si  -0.0759  0.0095  0.0311
Si  0.0651  -0.0011  0.032
Si  0.0323  0.0171  -0.0406
Si  0.0032  -0.0071  -0.0097
Si  -0.0157  0.0397  -0.0429
Si  -0.0485  -0.0213  -0.0199
Si  -0.0315  0.0017  -0.0198
Si  0.0714  0.0521  -0.0749
Si  -0.0343  -0.0301  -0.0562
Si  0.0364  -0.0263  -0.0407
Si  0.1499  0.166  -0.0116
Si  -0.0091  -0.0833  -0.1772
Si  0.0783  -0.0816  -0.0738
Si  -0.27  -0.3663  0.5619
Si  -0.0444  0.0193  -0.1012
Si  -0.1495  0.0133  0.1323
Si  0.1088  0.1242  0.1354
Si  0.0912  0.0346  -0.1534
Si  -0.0009  -0.0564  -0.0127
Si  -0.0262  0.0207  -0.0151
Si  0.0449  0.0142  0.0039
Si  -0.0873  0.042  0.0036
Si  -0.0103  0.0365  -0.0263
Si  0.009  -0.0773  0.0023
Si  -0.0309  0.0131  -0.0165
Si  0.0569  0.0035  -0.0017
Si  -0.001  0.0149  -0.0211
Si  0.0921  -0.0309  -0.02
Si  -0.0393  0.0683  -0.006
Si  0.0004  -0.0332  -0.0275
Si  -0.0053  -0.0222  -0.0218
Si  -0.0245  0.0114  -0.0226
Si  0.0285  -0.0153  -0.0257
Si  -0.023  -0.0024  -0.0013
Si  0.019  -0.0564  0.0053
Si  -0.0676  0.0075  0.0088
Si  0.019  0.018  0.036
Si  -0.0028  0.0085  0.0099
Si  -0.0251  0.0292  0.0075
Si  0.0165  -0.002  0.0077
Si  0.0169  -0.0016  0.0219
Si  -0.0123  0.0216  0.0383
Si  -0.0204  0.0153  0.0272
Si  -0.0306  -0.0262  0.0038
Si  0.0244  0.0121  -0.0036
Si  0.0199  0.0551  0.0301
Si  -0.0254  -0.1127  -0.0407
Si  -0.0581  -0.0151  0.038
Si  -0.0079  0.0389  0.0174
Si  0.1346  0.0255  -0.0399
Si  0.1806  -0.0684  0.033
Si  0.0717  0.0064  0.1445
Si  -0.1616  -0.0806  -0.0066
Si  0.0951  -0.0811  0.0268
Si  0.0908  -0.1372  0.0674
Si  -0.2927  0.0413  -0.4898
Si  -0.0638  -0.0044  0.1971
Si  0.0224  0.3988  -0.4261
Si  0.0166  -0.0164  -0.0143
Si  -0.0005  0.0302  0.0274
Si  -0.0049  0.003  0.0529
Si  -0.0319  0.0346  0.0137
Si  -0.0205  -0.0018  0.0438
Si  -0.0227  0.0243  0.0601
Si  0.0072  0.0194  0.0519
Si  -0.0146  0.0314  0.0317
Si  0.012  0.0074  -0.0293
Si  0.0555  -0.0416  0.001
Si  0.019  -0.0327  0.0383
Si  -0.0458  0.0039  -0.0443
Si  0.0445  -0.0174  -0.0066
Si  -0.0313  0.0094  0.0003
Si  -0.0113  -0.0049  -0.0286
Si  -0.0306  -0.0616  -0.0052
Si  -0.0713  0.0251  0.0755
Si  0.0325  -0.0827  -0.015
Si  0.0631  -0.026  0.0418
Si  -0.0477  0.145  0.0397
Si  0.0423  -0.04  -0.0771
Si  -0.0899  0.0745  0.05
Si  -0.0658  0.0746  0.0767
Si  0.093  -0.0615  0.0073
O  -0.0337  0.0428  0.0793
O  -0.0101  0.0121  0.0832
O  0.0691  -0.053  -0.0562
O  0.0153  -0.0291  -0.0645
O  -0.0021  0.0037  0.0122
O  -0.0308  -0.0168  0.062
O  0.042  -0.0643  -0.0392
O  -0.0012  0.0028  -0.0581
O  -0.0154  0.017  -0.0424
O  -0.0658  0.0389  -0.0138
O  -0.0252  0.0072  -0.0525
O  0.0511  -0.0261  -0.036
O  0.0292  -0.0366  -0.0347
O  0.0042  -0.0122  -0.0775
O  0.0022  0.0087  -0.0297
O  -0.0221  0.0453  0.008
O  0.0319  0.0404  0.067
O  -0.0048  0.002  0.027
O  0.002  0.0024  0.0218
O  -0.0246  0.0196  0.0984
O  -0.0235  -0.001  0.0009
O  0.0454  -0.0009  0.0275
O  0.0032  -0.0097  0.0153
O  0.0403  -0.0304  0.0596
Si  -0.0071  0.0076  -0.0427
Si  -0.001  0.0166  -0.0728
Si  -0.004  -0.0025  0.0059
Si  0.0127  -0.0213  0.0168
Si  -0.0216  -0.0202  -0.019
Si  -0.0136  0.0042  0.0103
Si  -0.0026  0.0567  0.05
Si  -0.0106  0.0057  -0.0647
Si  0.0139  -0.0043  -0.0219
Si  0.0058  0.007  -0.0139
Si  -0.0014  -0.0218  0.0798
Si  0.0046  -0.0116  -0.0379
Si  0.0065  -0.0041  -0.017
Si  -0.0393  -0.0166  0.0489
Si  0.0186  -0.0077  -0.0933
Si  0.0106  0.0407  -0.0124
Si  0.0104  0.0099  0.0997
Si  0.0015  -0.0082  0.0434
Si  0.0063  0  0.0084
Si  0.0085  0.0037  -0.0114
Si  0.0049  0.0243  -0.1173
Si  0.0243  0.028  -0.0157
Si  -0.0123  -0.0072  0.0328
Si  0.0041  -0.0069  0.0799
Si  0.0038  -0.0005  0.0864
Si  -0.0255  -0.0358  -0.0378
Si  -0.0259  -0.0232  -0.047
Si  -0.0144  0.0085  0.0015
Si  0.0011  -0.0064  0.0051
Si  0.0117  -0.0349  0.0757
Si  0.0038  0.0053  -0.0069
Si  -0.0174  -0.0034  0.0758
Si  0.02  -0.0111  -0.1377
Si  0.0081  0.0106  -0.0405
Si  -0.0078  0.007  0.006
Si  0.0045  -0.0128  0.0069
Si  -0.0153  -0.0077  -0.0212
O  -0.0041  0.0093  0.0057
O  0.0012  -0.0089  -0.0281
O  0.0041  -0.0031  0.0169
O  0.0087  -0.0067  0.0203
O  0.0086  0.0134  0.0069
O  0.0073  0.0058  0.0564
O  0.0149  0.0063  -0.0632
O  -0.0034  -0.0045  0.0016
O  -0.002  0.0063  0.0117
O  -0.0033  -0.0112  0.0043
O  0.0004  -0.0016  0.0037
O  0.0007  0.0067  0.0147
O  0.0182  0.0018  -0.0326
O  0.0009  0.0083  -0.0035
O  -0.0115  -0.0096  -0.0035
O  0.0234  0.0133  0.0118
O  -0.0066  0.0173  -0.0308
O  0.0101  0.007  0.0467
O  0.0001  -0.006  -0.0076
O  -0.0176  -0.0011  0.0301
O  0.0069  0.0031  0.0185
O  0.0014  -0.0112  0.0423
O  -0.0084  0.0042  -0.0008
O  -0.0147  0.0091  -0.0327
O  -0.0007  -0.0006  -0.0101
O  0.0003  0.0015  0.0698
O  0.008  -0.0061  0.0154
O  0.0007  0.0104  -0.0512
O  -0.0088  -0.0073  -0.0236
O  -0.0005  0.0157  0.0175
O  -0.001  0.0003  -0.0101
O  -0.0177  0.0039  0.0084
O  0.001  0.0058  0.0077
O  0.0127  -0.001  0.0108
O  0.0037  0.0009  0.0116
O  0.0139  0.0162  -0.021
O  -0.0003  0.002  0.0119
O  0.0051  -0.0119  -0.0584
O  -0.0144  0.0002  0.0165
O  -0.0004  0  -0.0028
O  0.0259  0.0042  -0.034
O  -0.0118  -0.0096  -0.0315
O  0.0002  -0.0055  0.0564
O  0.0012  0.0234  -0.0426
O  -0.0058  -0.012  0.069
O  -0.0217  0.0061  0.0742
O  0.0129  -0.0191  -0.0158
O  0.0125  0.0156  0.0123
O  0.0157  0.0054  -0.0105
O  0.0042  -0.0009  0.0096
O  0.0088  0.0078  0.0475
O  -0.0084  0.001  0.0147
O  0.01  0.012  0.0109
O  0.0114  0.0023  -0.0548
O  -0.0044  0.0053  -0.0046
O  -0.0079  -0.0027  -0.013
O  0.014  -0.0289  -0.0107
O  -0.0058  -0.0009  0.0079
O  -0.0002  0.0069  -0.0181
O  0.0076  -0.0014  0.0024
O  -0.0017  -0.0104  0.0525
O  0.0058  0.0049  0.0115
O  0.0068  0.002  0.0061
O  -0.0058  -0.0297  0.0387
O  0.0135  0.0246  0.0317
O  0.0083  -0.0088  -0.017

The program warned: the cutoff lies below the one the program advises for these potential files; the forces do not sum to zero within the program's tolerance; the exchange-correlation potential is rough where the density is thin.
